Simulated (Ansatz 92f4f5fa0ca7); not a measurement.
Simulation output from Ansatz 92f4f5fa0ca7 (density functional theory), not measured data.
Periodic cell of 184 atoms, Si120O64, from a study of silicon, its oxide and their interface. The atomic structure is a simulated model.
This geometry differs little from another in the collection (a relaxation step or a small displacement).

Settings
functional: r2SCAN
potential files: Ansatz PAW
basis: plane waves
wave-function cutoff: 800 eV
density cutoff ratio: 5
exchange-correlation grid ratio: 1
k mesh: 1 x 1 x 1, shifted by 0.5 0.5 0 of a step
self-consistency stop: 1e-10 eV per atom in the density residual
occupations: fixed
spin: none
net charge: 0

Cell vectors (angstrom)
a  10.888  0  0
b  0  10.888  0
c  0  0  27.2704

Atoms: element, x, y, z (angstrom)
Si  -3.6647  -2.624  -1.8863
Si  1.8316  0.3997  0.7443
Si  0.2244  7.2401  -1.2448
Si  0.768  6.1288  -4.1831
Si  9.2758  -1.2096  -3.5022
Si  5.9425  1.6758  -0.9395
Si  2.7083  5.5851  2.7375
Si  8.4165  7.7203  0.0475
Si  1.6833  2.6415  1.0444
Si  5.006  4.5549  -0.2486
Si  1.8659  7.3625  1.3703
Si  3.7336  8.9686  1.295
Si  5.3979  2.7133  2.7077
Si  8.991  3.5727  1.6729
Si  6.9281  6.5727  1.4167
Si  9.394  9.5123  1.2871
Si  0.035  2.815  2.782
Si  2.7855  -0.2793  2.7454
Si  0.029  8.2403  2.6357
Si  3.6706  3.8552  1.5029
Si  7.3342  1.8217  1.5947
Si  8.2099  0.0048  2.7848
Si  5.5137  8.0528  2.5828
Si  8.1669  5.3487  2.9057
Si  1.3245  4.2334  4.1205
Si  4.0695  1.2827  4.0088
Si  1.3235  9.488  4.1581
Si  4.1651  6.8028  4.0979
Si  6.7224  4.042  4.1818
Si  9.6735  1.2957  4.1165
Si  6.7694  9.5049  4.0104
Si  9.5915  6.8182  4.041
Si  0.0397  -0.0254  5.5466
Si  2.7099  2.7301  5.3578
Si  -0.013  5.5111  5.504
Si  2.7422  8.1331  5.4446
Si  5.4251  -0.0362  5.4098
Si  8.2021  2.6722  5.4079
Si  5.4371  5.4372  5.53
Si  8.1686  8.162  5.3817
Si  1.4045  1.3848  6.8191
Si  4.0445  4.0582  6.8031
Si  1.3627  6.8354  6.8303
Si  4.0796  9.5166  6.7956
Si  6.8184  1.3267  6.7491
Si  9.5252  4.0774  6.7824
Si  6.8333  6.8168  6.8154
Si  9.4957  9.5091  6.8148
Si  -0.001  2.7236  8.158
Si  2.7551  -0.0014  8.176
Si  0.0142  8.2028  8.1812
Si  2.6807  5.4433  8.1511
Si  5.4598  2.6932  8.1099
Si  8.1338  -0.0051  8.159
Si  5.443  8.1785  8.1662
Si  8.2048  5.4447  8.1571
Si  1.3399  4.0987  9.5174
Si  4.1378  1.3366  9.5168
Si  1.3749  9.5552  9.5596
Si  4.0244  6.8298  9.4857
Si  6.8279  4.0561  9.4541
Si  9.5289  1.332  9.5057
Si  6.7619  9.5721  9.5446
Si  9.5515  6.8354  9.5196
Si  0.0109  0.0182  10.9183
Si  2.7622  2.7264  10.7869
Si  0.0106  5.48  10.89
Si  2.7129  8.1874  10.9564
Si  5.4158  0.0028  11.0021
Si  8.1487  2.668  10.8505
Si  5.4262  5.4438  10.7108
Si  8.1795  8.2384  10.8282
Si  1.4023  1.4547  12.1879
Si  4.1878  4.0311  12.0916
Si  1.399  6.7733  12.3225
Si  7.1148  9.1337  14.9729
Si  6.8499  1.3343  12.3394
Si  9.4537  4.121  12.1331
Si  6.6689  6.9177  12.0022
Si  9.5528  9.5052  12.2871
Si  -1.2164  1.4359  14.8402
Si  2.6528  0.178  13.7282
Si  -0.1247  7.9732  13.677
Si  2.9932  5.436  13.4729
Si  5.4948  2.7859  13.6279
Si  5.3422  -0.2978  17.1567
Si  4.0061  9.5648  12.4197
Si  7.8965  5.4658  13.258
Si  3.2374  6.2459  16.9135
Si  3.9767  1.6622  14.9947
Si  1.1047  10.3037  15.3466
Si  4.604  6.3436  14.9215
Si  6.356  4.6346  14.8184
Si  10.8563  2.8058  13.4531
Si  8.2033  10.8459  13.7303
Si  9.0817  6.7197  14.7388
Si  -26.3054  -21.6115  20.0224
Si  1.0603  -11.0876  19.9561
Si  -8.2502  -1.6957  17.8345
Si  26.6555  -12.2329  22.1513
Si  1.3676  12.2621  22.4628
Si  -8.048  -0.3131  24.3603
Si  6.7703  -0.1346  24.2982
Si  -18.1842  10.5858  26.6817
Si  9.2724  6.6459  21.1978
Si  -23.4913  20.4954  20.6388
Si  20.3882  -6.8223  19.4597
Si  3.7492  -4.3363  22.0502
Si  -11.424  -18.3412  23.3801
Si  21.944  -1.4489  25.2575
Si  -11.1233  10.8531  27.0844
Si  8.8024  -28.5222  16.3897
Si  -28.6966  4.6519  19.4541
Si  -16.2713  27.6364  24.4945
Si  -9.3757  24.5043  19.9505
Si  -4.3188  14.0932  20.4663
Si  -14.2118  4.7366  22.7692
Si  16.3521  -13.6444  13.6416
Si  13.0163  -17.6182  15.1758
Si  -0.5205  13.9185  26.4891
O  4.0761  -16.2372  -9.1641
O  -11.0008  0.4757  -11.6584
O  -13.9755  10.3571  -7.0208
O  27.8678  -5.3828  0.4889
O  -20.139  -12.2741  -2.765
O  8.9595  8.0184  -6.8627
O  4.5396  16.2268  -1.5875
O  -8.8303  26.968  -10.8207
O  21.2892  -11.5611  -7.5078
O  -13.4498  19.2719  -3.1029
O  8.3556  0.1087  -3.1695
O  10.0502  1.449  -0.5863
O  -1.2571  5.5447  -7.1887
O  22.4386  14.5427  -12.5633
O  -12.2028  -1.1236  -5.0754
O  -4.5396  1.6281  -6.5811
O  2.539  29.3825  17.491
O  -6.2718  -15.9705  23.171
O  2.2099  -4.2511  22.5594
O  15.3539  8.0028  21.8677
O  -11.2581  6.8876  22.2136
O  -9.6062  0.012  21.5662
O  0.5757  8.8427  14.8863
O  -8.8518  9.5539  19.3076
O  15.5678  0.8983  26.9565
O  -1.39  5.4978  15.7706
O  16.9695  11.2226  18.4407
O  -15.3395  31.5111  16.3289
O  0.562  6.4038  24.672
O  -12.0707  28.5925  26.7473
O  -7.1696  10.148  23.0791
O  -17.9776  -16.0961  20.6949
O  15.602  0.8749  16.2311
O  -18.7587  2.8495  15.6214
O  7.2081  -9.5533  27.2801
O  1.4266  -3.9388  27.0992
O  -5.7452  -11.5738  20.6949
O  8.1572  18.8148  15.4269
O  2.1742  -9.7793  23.8513
O  -9.088  -0.8052  16.7856
O  -13.6893  -7.4882  19.912
O  -13.7977  -4.753  22.0435
O  16.2381  -17.9763  19.5661
O  16.6336  25.0307  26.4095
O  21.1457  25.2429  24.9709
O  4.1924  -23.0686  17.6949
O  -1.5973  14.7696  27.3459
O  6.0982  -9.6306  24.7621
O  -19.7543  -19.2848  21.4853
O  6.8741  -16.7568  24.2089
O  -10.986  -19.8142  22.8651
O  23.1842  -9.6457  19.2661
O  2.6471  14.5797  19.3128
O  -12.7153  2.6368  15.7929
O  -4.9065  -14.4272  24.9
O  7.1815  -6.535  16.2391
O  -21.2221  4.5314  22.8823
O  0.9828  3.3835  27.0081
O  -15.3044  3.9495  21.8901
O  10.8762  -18.4685  19.8878
O  -12.3731  -6.7749  17.8677
O  30.6601  -7.0763  22.8429
O  -4.3412  9.7463  25.5653
O  -4.667  -44.4645  22.9819

Results
free energy: -113253.812 eV
free energy less fixed offsets of O -570.45, Si -639.56 eV per atom: 2.188 eV

Forces (eV/angstrom), in the order of the atoms: element, x, y, z
Si  -0.0036  -0.006  -0.0029
Si  0.0006  -0.025  -0.0134
Si  -0.0004  -0.006  0.0029
Si  -0.0002  0.0001  -0.0093
Si  -0.0007  0.002  -0.0041
Si  -0.014  -0.0097  -0.0016
Si  -0.0088  -0.0027  -0.0107
Si  0.0025  -0.0151  -0.0183
Si  -0.0031  0.0431  0.0108
Si  0.0351  0.0072  -0.0108
Si  -0.0094  0.0093  -0.008
Si  -0.0132  0.0179  -0.0197
Si  -0.0013  0.0026  -0.009
Si  -0.004  0.003  -0.0008
Si  -0.0145  -0.0153  -0.0158
Si  0.0039  0.0006  0.0095
Si  0.0097  -0.0027  -0.0081
Si  0.0133  0.0044  0.003
Si  0.0005  0.0008  -0.001
Si  0.0058  0.0037  0.0068
Si  0.0029  -0.0009  0.0022
Si  -0.0003  0.0039  -0.006
Si  -0.0088  -0.0015  -0.0016
Si  0.0079  -0.0031  -0.0042
Si  -0.0064  -0.0049  -0.0047
Si  -0.0104  0.0008  -0.0018
Si  -0.0025  0.0025  0.0028
Si  0.0097  -0.0008  0.0079
Si  0.0116  0.0003  0.0027
Si  -0.0014  -0.0041  -0.0014
Si  0.0023  -0.0052  -0.0033
Si  -0.0025  0.0003  -0.0025
Si  0.0044  0.0056  -0.0042
Si  0.005  -0.0007  0.0037
Si  -0.0039  0.002  -0.0009
Si  -0.0005  0.0037  -0.0001
Si  -0.0046  -0.0006  0.0008
Si  0.0015  0.0017  0.0055
Si  -0.0029  0.0005  -0.0025
Si  0.0013  0.0015  -0.0015
Si  0.0003  0.0003  0.0007
Si  -0.001  -0.0045  -0.0005
Si  0.0034  0.0013  0.0007
Si  0.0006  -0.0061  -0.0009
Si  0  0.0063  -0.0015
Si  0.0002  -0.006  0.0009
Si  0.0006  -0.0001  -0.0014
Si  -0.0012  -0.0045  0.0004
Si  0.0009  0.0009  -0.0006
Si  0.0007  0.0007  -0.0007
Si  0.0035  -0.0005  -0.0009
Si  -0.0024  0.001  -0.0004
Si  0.0016  -0.0018  0.0016
Si  -0.0023  -0.0016  0
Si  -0.0015  0.0021  0.0004
Si  -0.0009  0.0017  0
Si  -0.0016  0.0006  0.0041
Si  0.0005  -0.0054  0.0008
Si  0.0006  -0.0022  -0.0009
Si  -0.0026  0.0013  -0.0017
Si  0.0018  -0.0014  -0.0038
Si  -0.0014  -0.0001  0.0016
Si  0.0006  0.0071  -0.003
Si  0.0032  -0.0029  0.0002
Si  -0.0004  -0.0028  -0.0003
Si  0.0004  -0.0012  0.0012
Si  -0.0032  0.001  -0.002
Si  -0.0002  -0.0003  -0.0014
Si  0.0004  -0.0005  0.0028
Si  0  -0.0028  0.0014
Si  -0.0005  -0.0007  -0.0017
Si  0.002  0.0015  0.001
Si  -0.0002  0.0002  0.002
Si  -0.0002  0.0003  0.0018
Si  0.004  0.0031  0.0037
Si  0.0038  -0.0003  0.0081
Si  -0.0002  0.0011  0.0048
Si  0.0036  -0.0035  0.0002
Si  -0.0008  0.0025  -0.0011
Si  -0.0005  0.0024  -0.0006
Si  0.0038  -0.009  0.0057
Si  0.0019  -0.0001  0.0017
Si  0.0018  0.0013  0.0056
Si  0.0011  0.0015  0.0003
Si  -0.0013  0.0018  -0.0032
Si  -0.0029  0.0018  0.0099
Si  0.0017  0.0014  0.0036
Si  -0.0025  -0.0034  -0.0043
Si  -0.0043  0.0024  0.0159
Si  0.0007  -0.0031  0.0077
Si  0.0115  0.0022  0.0155
Si  -0.0015  -0.0005  -0.0025
Si  0.0044  0.0015  0.0083
Si  0.0039  0.0055  0.0063
Si  -0.0041  -0.0049  -0.0033
Si  -0.0034  -0.0004  0.007
Si  0.0016  0.0001  0.0067
Si  -0.0032  0.0002  -0.0042
Si  -0.0012  0.0027  0.0059
Si  0.0038  -0.0048  -0.0102
Si  -0.007  0.0038  -0.0135
Si  -0.0076  -0.0026  -0.0036
Si  0.0011  0  -0.0074
Si  0.0155  -0.0073  0.0088
Si  -0.0011  -0.0004  -0.0025
Si  -0.0023  -0.0001  0.0015
Si  -0.0008  -0.0003  0.0106
Si  0.0009  -0.0036  -0.0013
Si  -0.0022  -0.0044  -0.0158
Si  0.0147  0.0032  -0.0023
Si  0.0005  0.01  0.0047
Si  -0.0016  -0.0013  0.01
Si  -0.0052  -0.0019  0.0004
Si  0.0001  0.0054  -0.0064
Si  -0.0028  0.0012  -0.0009
Si  -0.0027  -0.0024  0.0032
Si  0.0041  -0.003  -0.0091
Si  0.0002  -0.0045  -0.0019
Si  -0.0009  -0.0005  0.0164
Si  -0.0145  0.0017  -0.018
O  -0.0005  0.0017  0.0005
O  -0.0026  0.0044  0.0011
O  0.0005  -0.002  0.0031
O  -0.0135  -0.0025  0.0048
O  -0.001  0.0063  -0.0047
O  -0.0015  0.0005  0.0004
O  0.0031  -0.0021  0.0096
O  0.0071  -0.006  -0.0187
O  -0.0007  -0.0026  -0.0018
O  0.0028  0.001  0.0067
O  -0.0019  -0.0024  0.0075
O  0.0089  -0.0019  0.0097
O  -0.0039  0.0002  0.0013
O  -0.0012  -0.0038  -0.0116
O  -0.0026  0.0015  0.0061
O  0.0009  0.0055  -0.0024
O  0.0043  0.0004  -0.0034
O  0.0045  0.0027  0.004
O  -0.0048  -0.0014  0.0037
O  -0.003  0.0023  0.0019
O  0.0039  -0.0012  0.0056
O  0.0001  -0.0008  0.007
O  -0.0042  -0.0013  -0.0072
O  0.0018  0.0001  -0.0018
O  -0.0038  0.0064  -0.0029
O  -0.0041  0.0015  -0.0079
O  -0.0006  -0.0033  -0.0022
O  0.0015  -0.0013  -0.0101
O  -0.0059  0.0074  0.0001
O  -0.0174  0.0182  0.0034
O  -0.0062  0.0065  0.0088
O  -0.0007  0.0045  0.003
O  0.0009  -0.0008  -0.0057
O  0.0007  0.0018  -0.0018
O  0.0033  -0.0055  -0.0011
O  0.008  -0.0066  0.0013
O  -0.0013  -0.003  0.0041
O  0.0037  -0.0029  -0.0106
O  0.0053  -0.0038  0.0075
O  -0.0045  0.003  -0.0179
O  0.0006  0.0019  -0.0022
O  0.0006  -0.0039  0.002
O  -0.0007  -0.0025  0.0009
O  -0.0112  0.0063  0.0085
O  -0.0029  -0.0038  0.0167
O  -0.0009  -0.0011  0.0031
O  -0.0005  -0.001  0.0001
O  -0.0036  0  0.0051
O  0.0002  -0.0023  0.0052
O  -0.0027  0.0017  0.0021
O  -0.0001  0.0021  0.0081
O  -0.0016  -0.0014  0.001
O  0.0028  0.0041  -0.0043
O  0.0013  0.0001  -0.0062
O  0.0098  -0.0023  0.0049
O  0.0001  -0.0003  -0.006
O  0.0013  0.0017  0.0066
O  0.0081  -0.0126  0.0071
O  0.0003  -0.0036  -0.0056
O  0  0.0005  -0.001
O  -0.0055  0.0007  -0.0077
O  -0.0031  0.0022  -0.0071
O  0.0046  -0.0035  0.0007
O  -0.0011  -0.0017  0.0039

The program warned: the cutoff lies below the one the program advises for these potential files; the forces do not sum to zero within the program's tolerance; empty levels may hold ghost states of the PAW files; the exchange-correlation potential is rough where the density is thin.
